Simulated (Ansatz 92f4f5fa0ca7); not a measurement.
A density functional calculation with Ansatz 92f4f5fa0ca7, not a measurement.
Periodic cell of 348 atoms, Si240O108, from a study of silicon, its oxide and their interface. The atomic structure is a simulated model.
Doubt: the cutoff is far below the 930 eV that the study's wrapper takes by default for these files, so forces and energies are approximate.

Settings: functional PBE; potential files Ansatz PAW; basis plane waves; wave-function cutoff 580 eV; density cutoff ratio 5; exchange-correlation grid ratio 1; k mesh 1 x 1 x 1, Gamma-centred; self-consistency stop 5e-08 eV per atom in the density residual; occupations fixed; spin none; net charge 0.

Cell vectors (angstrom)
a, 11.6015, 0, 0
b, 0, 13.3963, 0
c, 0, 0, 40.0311

Atoms and the computed forces on them: element, x, y, z (angstrom), force x, y, z (eV/angstrom)
Si, 0, 2.2327, 1.1851, -0.001, 0.0021, 0.0112
Si, 3.8672, 2.2327, 1.1851, 0.0066, 0.0087, 0.0044
Si, 7.7343, 2.2327, 1.1851, -0.0043, 0.0148, -0.0184
Si, 1.9336, 5.5818, 1.1851, -0.0021, 0.0054, -0.009
Si, 5.8008, 5.5818, 1.1851, 0.0075, 0.0165, 0.0306
Si, 9.6679, 5.5818, 1.1851, -0.0008, 0.002, 0.0046
Si, 0, 8.9308, 1.1851, 0.0006, 0.0062, 0.0293
Si, 3.8672, 8.9308, 1.1851, -0.0002, 0.025, -0.0177
Si, 7.7343, 8.9308, 1.1851, 0.0069, 0.0117, 0.0128
Si, 1.9336, 12.2799, 1.1851, 0.0118, 0.0012, 0.0065
Si, 5.8008, 12.2799, 1.1851, 0.0041, 0.0101, 0.0042
Si, 9.6679, 12.2799, 1.1851, 0.0009, -0.0099, 0.0117
Si, 1.9336, 1.1164, 1.9745, -0.013, -0.0102, -0.0057
Si, 5.8008, 1.1164, 1.9745, 0.0247, 0.0008, 0.0002
Si, 9.6679, 1.1164, 1.9745, -0.0156, 0.008, -0.0047
Si, 0, 4.4654, 1.9745, 0.0027, -0.0102, 0.0023
Si, 3.8672, 4.4654, 1.9745, -0.0446, -0.0353, -0.0055
Si, 7.7343, 4.4654, 1.9745, 0.0305, -0.0528, -0.0025
Si, 1.9336, 7.8145, 1.9745, 0.0259, -0.0416, -0.0057
Si, 5.8008, 7.8145, 1.9745, -0.041, -0.0285, -0.0042
Si, 9.6679, 7.8145, 1.9745, -0.0047, -0.027, -0.0066
Si, 0, 11.1635, 1.9745, -0.0092, 0.0131, -0.0033
Si, 3.8672, 11.1635, 1.9745, -0.0137, -0.0477, 0.0018
Si, 7.7343, 11.1635, 1.9745, -0.0185, -0.0203, 0.0043
Si, 1.9336, 1.1164, 4.3426, -0.0402, -0.0135, 0.0573
Si, 5.8008, 1.1164, 4.3426, 0.0322, -0.0133, -0.0462
Si, 9.6679, 1.1164, 4.3426, -0.0419, 0.0042, 0.1391
Si, 0, 4.4654, 4.3426, -0.0186, -0.0604, 0.0186
Si, 3.8672, 4.4654, 4.3426, -0.0897, -0.0519, 0.0491
Si, 7.7343, 4.4654, 4.3426, 0.0632, -0.0981, -0.009
Si, 1.9336, 7.8145, 4.3426, 0.0282, -0.0895, 0.0859
Si, 5.8008, 7.8145, 4.3426, -0.0953, -0.072, 0.056
Si, 9.6679, 7.8145, 4.3426, -0.0022, -0.0701, 0.0526
Si, 0, 11.1635, 4.3426, -0.0141, 0.0048, 0.0587
Si, 3.8672, 11.1635, 4.3426, -0.0326, -0.0822, -0.1223
Si, 7.7343, 11.1635, 4.3426, -0.0508, -0.0449, -0.0462
Si, 0, 0, 35.6906, -0.0832, 0.0057, 0.0039
Si, 3.8672, 0, 35.6906, 0.0601, 0.0122, -0.0447
Si, 7.7343, 0, 35.6906, 0.1314, 0.0731, 0.0581
Si, 1.9336, 3.3491, 35.6906, -0.0651, 0.0516, 0.1186
Si, 5.8008, 3.3491, 35.6906, 0.0637, 0.039, -0.006
Si, 9.6679, 3.3491, 35.6906, 0.0446, -0.0065, -0.0831
Si, 0, 6.6981, 35.6906, 0.0743, 0.0311, -0.0525
Si, 3.8672, 6.6981, 35.6906, -0.0576, 0.1131, 0.0907
Si, 7.7343, 6.6981, 35.6906, 0.0285, 0.0283, -0.1373
Si, 1.9336, 10.0472, 35.6906, 0.0239, 0.0537, -0.0919
Si, 5.8008, 10.0472, 35.6906, 0.0331, 0.094, 0.0947
Si, 9.6679, 10.0472, 35.6906, 0.0155, 0.0845, -0.0003
Si, 0, 0, 38.0587, -0.0366, -0.0093, 0.0013
Si, 3.8672, 0, 38.0587, 0.0266, 0.0164, 0.0051
Si, 7.7343, 0, 38.0587, 0.0556, 0.034, -0.0028
Si, 1.9336, 3.3491, 38.0587, -0.0301, 0.0214, 0.0021
Si, 5.8008, 3.3491, 38.0587, 0.0192, 0.0105, 0.0066
Si, 9.6679, 3.3491, 38.0587, 0.0092, -0.0054, 0.0023
Si, 0, 6.6981, 38.0587, 0.0242, 0.0105, 0.0019
Si, 3.8672, 6.6981, 38.0587, -0.03, 0.0547, -0.0013
Si, 7.7343, 6.6981, 38.0587, 0.019, 0.0236, 0.0136
Si, 1.9336, 10.0472, 38.0587, 0.0153, 0.0139, 0.0038
Si, 5.8008, 10.0472, 38.0587, 0.0038, 0.0386, -0.0028
Si, 9.6679, 10.0472, 38.0587, -0.0003, 0.035, 0.0119
Si, 0, 2.2327, 38.8481, 0.0042, -0.0011, 0
Si, 3.8672, 2.2327, 38.8481, -0.0078, -0.0065, -0.0123
Si, 7.7343, 2.2327, 38.8481, 0.0042, -0.0169, 0.0041
Si, 1.9336, 5.5818, 38.8481, 0.0028, -0.0089, 0.0118
Si, 5.8008, 5.5818, 38.8481, -0.0122, -0.0169, -0.026
Si, 9.6679, 5.5818, 38.8481, 0.0039, -0.0029, -0.0209
Si, 0, 8.9308, 38.8481, -0.0023, -0.0058, -0.0196
Si, 3.8672, 8.9308, 38.8481, 0.0032, -0.0237, 0.0107
Si, 7.7343, 8.9308, 38.8481, -0.009, -0.0053, -0.0081
Si, 1.9336, 12.2799, 38.8481, -0.0107, -0.0011, -0.0188
Si, 5.8008, 12.2799, 38.8481, -0.0015, -0.0127, -0.0033
Si, 9.6679, 12.2799, 38.8481, -0.0049, 0.008, 0.0217
Si, 0.0716, -0.0113, 28.6819, 0.1486, -0.0116, -0.4388
Si, 3.8907, 0.1502, 28.6218, -0.1024, 0.1167, -0.6031
Si, 7.7753, 0.0997, 28.4376, 0.0595, -0.1097, 0.0106
Si, 2.1679, 3.4258, 28.6094, 0.4176, 0.1155, -0.5783
Si, 5.8176, 3.4466, 28.7617, -0.055, 0.0715, -0.593
Si, 9.8584, 3.006, 28.3033, 0.0906, -0.205, -0.6047
Si, 0.1072, 6.8719, 28.5095, -0.1323, 0.0426, -0.5808
Si, 3.8885, 6.7879, 28.5703, -0.0584, 0.0965, -0.6858
Si, 7.6088, 6.8422, 28.7328, -0.1747, -0.0592, -0.2743
Si, 2.0381, 10.2289, 28.4429, 0.0304, 0.4375, -0.3343
Si, 5.8331, 10.155, 28.5816, 0.2008, -0.0206, -0.63
Si, 9.6514, 10.0305, 28.5609, -0.2402, -0.176, -0.6923
Si, 0.2215, 2.2179, 29.275, -0.3142, -0.0543, 0.3622
Si, 3.949, 2.2929, 29.5857, 0.1298, -0.0635, 0.2878
Si, 7.8153, 2.2863, 29.2515, -0.006, -0.136, 0.2814
Si, 1.9526, 5.6651, 29.334, 0.0679, -0.0787, 0.2206
Si, 5.7634, 5.6676, 29.4976, 0.0743, -0.0674, 0.3446
Si, 9.7116, 5.985, 29.3623, -0.0257, 0.1187, 0.2117
Si, 0.1058, 9.0931, 29.1942, 0.099, 0.0254, 0.2739
Si, 3.8903, 9.0345, 29.253, 0.0104, -0.1545, 0.4278
Si, 7.7136, 9.0485, 29.4543, 0.0702, 0.1057, 0.3184
Si, 2.0301, 12.3491, 29.3972, -0.1093, -0.1351, 0.3308
Si, 5.8353, 12.3933, 29.2579, 0.1611, 0.079, 0.2245
Si, 9.6719, 12.2992, 29.2755, -0.1584, 0.1371, 0.2799
Si, 0.0543, 2.2962, 31.6767, 0.0301, 0.0556, 0.0112
Si, 3.9032, 2.2541, 31.8949, 0.0065, 0.0093, 0.1006
Si, 7.7941, 2.2848, 31.6673, 0.0327, 0.0281, -0.0114
Si, 1.9515, 5.6327, 31.7171, 0.0072, 0.0274, 0.1137
Si, 5.7901, 5.6335, 31.8312, -0.0646, -0.0032, 0.0742
Si, 9.6853, 5.6713, 31.7406, -0.0498, -0.0197, -0.1059
Si, 0.0391, 8.9922, 31.6319, 0.0222, -0.0119, 0.1081
Si, 3.8818, 8.9954, 31.669, -0.0548, 0.0238, 0.0722
Si, 7.7395, 8.9898, 31.801, 0.009, -0.0342, 0.0787
Si, 1.9687, 12.3283, 31.7595, -0.0306, -0.0334, 0.0776
Si, 5.828, 12.3474, 31.6755, 0.0023, -0.0159, 0.0275
Si, 9.6836, 12.3057, 31.6859, -0.0152, -0.0379, -0.0289
Si, 1.9348, 1.1535, 32.5764, 0.0483, -0.0042, -0.1074
Si, 5.879, 1.1578, 32.5516, -0.0595, -0.0329, -0.1411
Si, 9.7183, 1.158, 32.4868, -0.0409, -0.0369, -0.1873
Si, 0.016, 4.5202, 32.5208, -0.0157, -0.0246, -0.1655
Si, 3.8601, 4.5099, 32.5869, 0.0039, 0.0118, -0.0817
Si, 7.7573, 4.5065, 32.5258, 0.0289, 0.0037, -0.1416
Si, 1.953, 7.8725, 32.5077, 0.004, 0.004, -0.2043
Si, 5.7898, 7.8769, 32.5602, 0.0335, -0.0047, -0.1155
Si, 9.7061, 7.8851, 32.5383, -0.0017, 0.1057, -0.1864
Si, 0.0194, 11.1986, 32.5167, 0.0193, -0.0112, -0.1979
Si, 3.909, 11.2118, 32.5273, -0.0471, 0.0089, -0.1531
Si, 7.7419, 11.2307, 32.5419, 0.0366, -0.0006, -0.1421
Si, 1.9297, 1.1182, 34.9257, -0.0254, -0.0167, -0.0049
Si, 5.8127, 1.1174, 34.9096, 0.0458, -0.0268, 0.0191
Si, 9.6741, 1.1206, 34.874, 0.0076, -0.0117, 0.0172
Si, 0.002, 4.4673, 34.8925, -0.0132, 0.0088, 0.0137
Si, 3.8625, 4.4726, 34.9313, -0.0206, -0.011, -0.0002
Si, 7.7393, 4.4659, 34.893, -0.0044, -0.0117, 0.0332
Si, 1.9353, 7.8221, 34.8864, -0.018, -0.0126, 0.0067
Si, 5.7957, 7.824, 34.9155, -0.0162, 0.0089, 0.0024
Si, 9.6768, 7.8248, 34.9032, 0.0247, 0.0086, 0.0159
Si, -0.0009, 11.1657, 34.8912, 0.0168, -0.0401, -0.0019
Si, 3.8751, 11.1673, 34.8971, -0.0077, -0.0258, -0.0032
Si, 7.735, 11.174, 34.9059, -0.0283, -0.0111, -0.0044
Si, -0.0034, 0.002, 5.1422, -0.0001, 0.0268, -0.0128
Si, 3.8718, -0.008, 5.1077, 0.0287, -0.0142, 0.0074
Si, 7.7286, -0.0084, 5.1342, 0.0153, -0.0181, -0.0117
Si, 1.9243, 3.3425, 5.1493, -0.0212, 0.0128, -0.0196
Si, 5.7993, 3.3503, 5.1246, 0, 0.0413, 0.007
Si, 9.6741, 3.3489, 5.156, 0.0289, 0.0612, -0.0098
Si, 0.0005, 6.6929, 5.1369, 0.0077, 0.0342, 0.0013
Si, 3.8656, 6.6842, 5.1543, 0.0068, -0.0396, -0.028
Si, 7.7286, 6.6881, 5.1193, -0.0143, 0.001, -0.018
Si, 1.9308, 10.0418, 5.1283, 0.0004, 0.0075, 0.0008
Si, 5.7946, 10.0441, 5.1268, -0.0023, 0.002, 0.0045
Si, 9.6641, 10.0439, 5.1243, -0.0112, 0.0241, 0.0117
Si, -0.0206, -0.0263, 7.5151, -0.0095, -0.0034, 0.1909
Si, 3.8824, -0.0681, 7.4566, -0.0345, 0.0029, 0.0881
Si, 7.7059, -0.0589, 7.5014, 0.0087, -0.0138, 0.1353
Si, 1.8927, 3.2825, 7.5291, 0.0207, 0.01, 0.1778
Si, 5.7881, 3.3189, 7.4864, -0.0007, -0.0009, 0.1236
Si, 9.6774, 3.3386, 7.5422, -0.0221, -0.0517, 0.1501
Si, -0.0125, 6.669, 7.5084, -0.0026, -0.0457, 0.1441
Si, 3.844, 6.5949, 7.5361, 0.0068, 0.0672, 0.1869
Si, 7.6949, 6.6328, 7.4749, 0.0181, 0.0007, 0.142
Si, 1.9037, 10.0004, 7.492, 0.0184, -0.0008, 0.1407
Si, 5.7513, 9.9875, 7.49, 0.0072, 0.0255, 0.115
Si, 9.6254, 10.0066, 7.4862, -0.0146, -0.0281, 0.0987
Si, -0.032, 2.1791, 8.4354, -0.0209, -0.0247, -0.0701
Si, 3.863, 2.1541, 8.2298, -0.0389, -0.0041, -0.0002
Si, 7.7249, 2.191, 8.2396, 0.0361, -0.0105, -0.0569
Si, 1.8828, 5.502, 8.3717, -0.0105, -0.026, -0.0187
Si, 5.8024, 5.5137, 8.3951, 0.0002, 0.0024, -0.0888
Si, 9.6405, 5.5992, 8.3317, -0.0257, 0.0776, -0.0148
Si, -0.0451, 8.9052, 8.2946, -0.0249, 0.0627, -0.0521
Si, 3.8219, 8.8379, 8.2848, -0.0178, -0.0692, -0.0333
Si, 7.6815, 8.8551, 8.2427, 0.0519, 0.0174, -0.1128
Si, 1.9406, 12.2465, 8.2505, 0.0527, 0.0441, -0.0318
Si, 5.7778, 12.2, 8.3491, 0.0048, -0.0351, 0.0228
Si, 9.644, 12.2305, 8.3048, 0.0591, 0.0125, -0.0501
Si, -0.0852, 2.14, 10.8963, 0.0312, -0.0234, -0.1641
Si, 3.8657, 2.1028, 10.5808, -0.0188, 0.0875, -0.3637
Si, 7.7181, 2.1619, 10.5821, -0.0282, 0.0383, -0.3872
Si, 1.8249, 5.4361, 10.7958, 0.1483, 0.0058, -0.2998
Si, 5.8188, 5.451, 10.8313, -0.0773, 0.0759, -0.3425
Si, 11.3989, 4.4223, 11.5566, -0.2271, 0.0817, 0.6151
Si, -0.0727, 8.9232, 10.6709, 0.0394, 0.0631, -0.343
Si, 3.7734, 8.76, 10.6609, 0.0164, 0.0456, -0.2961
Si, 7.6142, 8.8116, 10.5877, -0.0227, 0.0418, -0.3118
Si, 1.9747, 12.2558, 10.6092, -0.2428, 0.0048, -0.4882
Si, 5.741, 12.1222, 10.7785, 0.1384, 0.1486, -0.3302
Si, 9.626, 12.1884, 10.6886, 0.0055, -0.0733, -0.2248
Si, 1.9651, 1.0502, 11.477, 0.1025, -0.0358, 0.6092
Si, 5.8283, 1.0096, 11.3579, 0.0354, 0.0123, 0.5846
Si, 9.5052, 0.9806, 11.5212, -0.1417, -0.1549, 0.4975
Si, -1.9912, 5.6858, 10.7317, 0.0487, 0.0063, -0.3683
Si, 3.8358, 4.2995, 11.3625, 0.0609, -0.2999, 0.3877
Si, 7.838, 4.339, 11.4754, 0.1686, -0.226, 0.5886
Si, 1.7774, 7.6999, 11.4024, -0.24, 0.0325, 0.5068
Si, 5.7247, 7.7025, 11.48, 0.0728, 0.0201, 0.6374
Si, 9.5663, 7.9812, 11.5544, 0.0006, 0.2848, 0.5585
Si, 0.0578, 11.1786, 11.3658, 0.2338, 0.1808, 0.4507
Si, 3.7656, 10.9735, 11.4175, -0.0806, -0.388, 0.5439
Si, 7.715, 10.9837, 11.402, -0.0408, -0.1012, 0.5865
O, 27.1309, -9.5152, 12.9866, -0.0323, 0.1625, -0.2547
O, 5.8159, 7.7293, 13.1718, 0.0432, 0.0235, -0.5481
O, 9.0401, 0.8277, 13.1537, 0.0404, 0.0681, -0.4221
O, 9.4904, 8.5724, 13.176, 0.1119, -0.2845, -0.4477
O, 2.2526, 0.9298, 13.1347, -0.1403, 0.054, -0.4223
O, 6.0892, 1.0536, 13.0205, -0.0276, -0.0227, -0.2559
O, 1.4038, 7.712, 13.0539, 0.076, 0.0159, -0.3491
O, 0.441, 11.4486, 12.9874, -0.0636, -0.0366, -0.2868
O, 3.5104, 10.5504, 13.0479, 0.0198, 0.1369, -0.2872
O, -0.669, 4.5608, 13.2014, 0.3434, -0.0577, -0.4011
O, 8.285, 4.0196, 13.0857, -0.1612, 0.0567, -0.3161
O, 7.8235, 10.6625, 13.0669, -0.0709, 0.215, -0.3376
O, 5.5029, 3.5252, 27.1111, 0.0742, -0.0467, 0.2464
O, 2.1957, 10.6109, 26.8016, -0.0029, -0.2646, 0.4749
O, -23.1064, 0.1428, 27.0205, -0.1221, -0.0963, 0.1405
O, 11.7082, 6.7002, 26.8315, -0.0457, 0.1092, 0.5247
O, -27.6633, -6.6352, 27.1159, 0.0616, 0.0078, 0.1549
O, 21.5394, 4.6059, 28.508, 0.0829, 0.0681, 0.0356
O, 9.4228, 9.7108, 26.9169, 0.1663, 0.1453, 0.3949
O, 3.8799, 6.8737, 26.8865, 0.0197, 0.0061, 0.4538
O, 5.9393, 10.0523, 26.9062, -0.0924, -0.0574, 0.3209
O, 9.9607, 2.8047, 26.6287, -0.0224, -0.1276, 0.6223
O, 2.7681, 3.4449, 27.0095, -0.3687, 0.0179, 0.3218
O, 3.7525, 0.2916, 26.9532, 0.0674, -0.0984, 0.3139
Si, 6.4401, 10.6868, 25.4936, -0.1446, 0.1383, -0.1323
Si, 2.0768, 12.2183, 16.2211, -0.0655, 0.0525, 0.1967
Si, 11.5599, 8.6813, 23.9104, 0.2391, 0.0314, -0.1087
Si, 2.0418, 7.0165, 14.3709, 0.0324, 0.0726, 0.2227
Si, 2.7183, 1.3304, 14.6454, -0.1259, -0.1603, 0.2267
Si, 3.6626, 6.3401, 25.3603, -0.0193, 0.1624, -0.2106
Si, 7.8735, 6.3447, 25.7251, -0.0558, -0.048, -0.2379
Si, -0.9806, 9.785, 21.4047, 0.1745, -0.1369, -0.0775
Si, 10.7945, 4.5764, 18.2472, -0.0608, -0.1008, 0.1123
Si, 7.9894, 2.1298, 23.7801, -0.1241, -0.2032, -0.2387
Si, 5.5788, 0.2624, 14.3433, 0.0326, 0.1527, 0.2719
Si, -0.5276, 13.0179, 25.6156, -0.0295, 0.1353, -0.0587
Si, 9.6146, 4.0922, 14.0616, -0.1784, 0.2767, 0.0653
Si, 9.8392, 3.953, 25.4615, -0.0403, 0.0086, -0.1574
Si, 3.4087, 5.3301, 18.5621, 0.062, -0.0513, 0.1261
Si, 4.2232, -1.7373, 23.7752, 0.0206, 0.0247, -0.2141
Si, 9.7603, 1.0358, 14.6142, 0.0657, -0.1825, 0.3899
Si, 1.2464, 3.7469, 22.0747, 0.0372, 0.0744, -0.2362
Si, 8.2523, 7.7025, 18.5377, -0.0172, 0.0796, 0.0026
Si, 3.9501, 4.916, 21.583, -0.1093, -0.0189, -0.1059
Si, 4.3203, 10.8853, 14.4275, -0.1283, 0.061, 0.3857
Si, 7.1045, 0.6539, 19.6651, -0.0097, 0.0771, -0.0874
Si, 11.367, 11.862, 14.41, 0.1469, -0.1387, 0.3183
Si, 5.4807, 5.4599, 16.3242, 0.2323, -0.1387, 0.2176
Si, 7.7246, -0.1468, 16.6684, 0.0282, -0.1848, 0.2507
Si, 13.2198, 10.7159, 25.2832, -0.0149, -0.2306, -0.3855
Si, 12.6144, 6.965, 17.2457, -0.033, -0.0078, 0.3309
Si, 2.1268, 13.1276, 19.1818, 0.0347, -0.0354, -0.0409
Si, 8.4066, 5.1597, 16.6277, -0.2325, -0.0841, 0.2372
Si, 1.5814, 2.8761, 18.9728, -0.0319, 0.0376, 0.1177
Si, 4.7318, 12.9516, 21.077, -0.1079, -0.0284, -0.0272
Si, -0.7581, 9.0601, 18.4588, -0.0817, 0.0557, 0.0034
Si, 5.884, 6.6788, 23.4212, -0.1988, 0.0387, -0.1148
Si, 3.7008, 14.1276, 25.3859, -0.0038, -0.2118, -0.1432
Si, 1.0659, 0.9724, 23.698, 0.0402, 0.0853, -0.3111
Si, -1.5148, 4.7044, 21.2718, 0.142, 0.0055, -0.0903
Si, 0.0657, -0.6451, 21.445, 0.0501, -0.0435, -0.1487
Si, 9.4361, 14.9032, 21.3186, -0.1046, 0.0232, -0.017
Si, 9.0454, 9.18, 25.423, 0.1422, 0.1232, -0.0986
Si, 8.4943, 10.1053, 16.92, 0.1234, 0.0916, 0.2662
Si, 7.9865, 13.3674, 26.0567, -0.0424, -0.0036, 0.0712
Si, 8.2944, 7.4193, 21.5061, -0.0454, 0.0656, -0.1548
Si, 5.6725, 15.6955, 21.6807, -0.0009, -0.0166, -0.0918
Si, 5.0935, 7.9845, 14.61, 0.0533, -0.1859, 0.3572
Si, 0.4409, 6.1246, 25.3379, 0.003, 0.1332, -0.2472
Si, 3.2272, 4.2106, 14.4116, 0.1949, -0.0051, 0.2596
Si, 4.1776, 3.5051, 26.1509, 0.0857, 0.0625, 0.086
Si, 8.9178, 9.8797, 14.0022, -0.18, -0.1033, 0.1324
O, 8.7054, 1.1152, 22.7243, -0.0019, 0.011, 0.0703
O, 9.0509, 0.5337, 16.012, 0.1566, 0.1416, -0.3128
O, 0.1609, 3.2544, 18.2392, -0.0037, 0.0065, -0.0784
O, 2.1677, 12.2071, 17.839, -0.0041, -0.0105, -0.079
O, 6.8861, 4.6037, 16.3488, 0.0336, 0.033, -0.0573
O, 2.0534, 6.2026, 25.0719, 0.0429, -0.023, 0.1157
O, 10.5607, 5.0941, 19.7675, 0.0038, 0.0629, 0.0258
O, 4.7971, 14.3394, 21.9449, 0.0158, 0.0161, 0.0592
O, 2.421, 2.9013, 14.9668, -0.0345, 0.1337, -0.1144
O, 1.9117, 1.3003, 18.7673, -0.0243, 0.0575, -0.0043
O, 7.1957, 0.5386, 18.0484, -0.0441, 0.0472, -0.0264
O, 5.7484, 6.9717, 15.7297, -0.0717, 0.2551, -0.2011
O, 2.173, 0.7395, 24.8519, 0.0346, -0.0098, 0.1589
O, 4.2103, 4.8136, 25.2006, 0.1174, -0.1686, 0.0525
O, -0.1152, 5.797, 17.4172, 0.0743, 0.0854, -0.1386
O, 4.2984, 1.0846, 14.8882, 0.1075, -0.0051, -0.133
O, -0.1544, 4.5966, 22.1949, -0.0684, -0.0068, -0.0035
O, 6.8722, 12.2364, 25.7163, -0.0377, -0.0098, -0.0163
O, -3.4986, 6.5809, 17.3737, 0.0207, 0.0153, -0.0601
O, 3.6157, 5.6242, 20.1512, -0.0138, 0.0328, -0.0082
O, 10.2398, 9.5101, 24.3788, -0.2262, 0.0274, 0.1122
O, 9.4562, 3.1598, 21.1825, -0.0066, -0.0108, 0.0241
O, 6.6484, 2.6715, 22.964, 0.0747, -0.0008, 0.1165
O, 7.6751, 9.1462, 17.9873, 0.0277, -0.0256, -0.0808
O, 9.8503, 7.823, 18.7972, 0.0461, -0.0677, -0.014
O, 9.08, 3.3, 24.1528, 0.1297, 0.1767, 0.1436
O, 7.7019, 9.8892, 24.8812, -0.0383, -0.0637, 0.0247
O, 6.8152, 5.9466, 24.5508, 0.1411, -0.0307, 0.1629
O, 9.9843, 2.6512, 14.7691, 0.0215, 0.0347, -0.1276
O, 6.4747, 2.058, 20.2574, 0.0376, -0.0404, 0.0202
O, 4.8635, 5.495, 17.8387, -0.0544, 0.0131, -0.0464
O, 8.8295, 7.5804, 25.3059, 0.0155, -0.0574, 0.1132
O, 9.323, 4.2189, 17.6146, 0.0622, 0.0073, -0.0639
O, 1.1312, 7.3294, 15.6682, 0.0627, -0.0277, -0.1668
O, 8.2723, 9.4254, 15.4407, 0.0081, -0.0158, -0.2692
O, 9.1148, 5.9664, 21.7724, 0.0031, 0.0245, 0.036
O, 0.1498, 9.0223, 22.3244, -0.0815, 0.066, 0.0489
O, 4.5814, 7.2679, 24.3126, -0.0662, -0.0949, 0.1704
O, 4.5947, 3.4507, 21.3643, 0.0573, -0.0344, 0.02
O, 0.6259, 8.3961, 17.9363, -0.0021, -0.0559, -0.0833
O, 1.2146, 9.2084, 24.801, 0.0006, 0.0659, 0.0999
O, 6.5948, 0.1824, 15.5797, -0.1559, 0.0611, -0.2692
O, 5.2744, 10.5749, 24.3656, 0.208, -0.1174, 0.2113
O, 7.9628, 11.6495, 16.9589, -0.0397, 0.0321, -0.1042
O, -0.4795, -3.5721, 19.8574, -0.0492, 0.0321, 0.1021
O, 8.8194, 5.078, 26.0203, -0.0447, 0.042, 0.0715
O, 10.0861, 10.0566, 17.3898, -0.0695, -0.0724, -0.0522
O, 2.4065, 6.4441, 17.9139, -0.0459, 0.0601, -0.1328
O, 10.0039, 10.9924, 14.498, -0.001, -0.0171, -0.1409
O, 11.0876, 13.4731, 14.5098, -0.0144, 0.1614, -0.1716
O, 4.4177, 4.6487, 15.4162, -0.2301, -0.1206, -0.152
O, -0.1905, 7.0884, 24.1716, -0.0221, -0.1411, 0.1293
O, 2.7831, 3.8196, 18.3695, 0.0085, 0.0018, -0.0756
O, 10.8892, 0.7934, 21.3016, -0.0393, 0.0378, 0.001
O, 11.897, 11.67, 25.203, -0.0322, 0.0457, 0.0883
O, 2.7274, 11.2064, 24.2011, -0.1, -0.0182, 0.1524
O, 2.146, 5.4013, 14.2052, -0.1608, -0.1338, -0.1164
O, 1.427, 3.182, 20.5611, -0.0126, -0.0309, 0.0152
O, 11.3144, 4.644, 25.1656, -0.0591, -0.0153, 0.0851
O, 6.1778, 12.8246, 20.2805, 0.042, 0.0013, 0.0151
O, 1.1761, -0.2526, 22.6, -0.0377, 0.0202, 0.1093
O, 5.2814, 12.1105, 13.9573, 0.1042, -0.1433, -0.1499
O, 4.4328, 11.7523, 22.1503, 0.0269, 0.0159, 0.0845
O, 6.9999, 7.5558, 22.5443, 0.0604, -0.0237, 0.0959
O, 7.6276, 14.6903, 25.142, 0.0189, -0.0612, 0.1074
O, 0.8974, 12.5241, 20.0638, -0.0435, -0.0219, 0.0549
O, 8.6613, 0.6982, 20.133, 0.0151, 0.0001, 0.0106
O, 1.2201, 2.4694, 23.0814, -0.0358, -0.1226, 0.1601
O, 3.3731, 11.4256, 15.643, 0.2496, -0.2294, -0.2783
O, 4.5446, -0.3003, 24.4656, -0.0002, 0.13, 0.1277
O, 5.1075, 5.7652, 22.326, 0.1188, 0.0442, 0.1306
O, -2.358, 8.8165, 21.5738, -0.0532, -0.0187, 0.0534
O, 7.6186, 7.3254, 19.995, 0.0054, -0.0034, 0.0316
O, 3.5414, 12.9724, 19.9703, 0.0508, 0.0253, 0.0194
O, 0.7434, 11.4608, 15.6611, -0.1452, 0.0091, -0.2559
O, 3.5252, 7.6105, 14.5675, -0.1204, 0.0461, -0.1127
O, 4.3113, 2.2164, 25.1741, 0.064, 0.0952, 0.0512
O, 9.2367, 5.2065, 15.2155, 0.12, -0.0875, -0.2275
O, -0.3646, 0.7908, 24.4748, -0.0048, -0.0716, 0.1314
O, 2.5284, 4.7289, 22.3982, 0.0189, -0.0238, 0.0079
O, 5.1545, 9.5817, 14.9826, 0.0086, 0.1232, -0.1228
O, 9.4702, 12.7259, 25.729, 0.0185, 0.0649, 0.029
O, 1.9865, 0.3761, 15.737, 0.0278, 0.2122, -0.181
O, -0.8963, 11.4295, 21.7765, -0.0196, 0.0168, 0.013

Results
free energy: -213987.957 eV
free energy less fixed offsets of O -568.88, Si -635.61 eV per atom: -2.517 eV

The program warned: the cutoff lies below the one the program advises for these potential files; the exchange-correlation potential is rough where the density is thin.
